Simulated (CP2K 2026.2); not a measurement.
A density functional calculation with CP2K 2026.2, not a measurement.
Periodic cell of 517 atoms, Si360O157, from a study of silicon, its oxide and their interface. The atomic structure is a simulated model.
Doubt: the forces sum to 2.52 eV/angstrom along one axis rather than to zero, so they err by at least 0.0049 eV/angstrom per atom on average; the grid cutoff is modest.

Settings
functional: PBE
method: Gaussian and plane waves
basis set: DZVP-MOLOPT-SR-GTH
pseudopotentials: GTH-PBE
grid cutoff: 300 Ry, relative cutoff 40 Ry
k points: Gamma only
occupations: fixed
spin: none
net charge: 0

Cell vectors (angstrom)
a 16.32 0 0
b 0 16.32 0
c -5.8152 -2.1929 34.8584

Atoms and the computed forces on them: element, x, y, z (angstrom), force x, y, z (eV/angstrom)
Si -6.107 5.749 -1.252 0.082 0.034 0.185
Si -2.668 -2.534 -0.278 -0.196 -0.196 0.561
Si -3.421 4.781 -1.98 -0.029 -0.005 0.079
Si 0.766 6.066 -0.263 -0.342 -0.316 0.577
Si -0.281 -0.236 -3.974 0.023 0.045 0.036
Si -6.495 -5.499 -1.11 0.059 0.188 0.091
Si 2.336 -3.573 -0.294 0.197 0.503 0.462
Si -7.431 1.893 -3.344 0.06 -0.027 0.059
Si 2.539 3.739 -1.374 0.027 -0.052 0.141
Si -9.851 7.432 -2.74 -0.028 -0.005 0.108
Si -1.859 7.246 -1.264 -0.031 0.068 0.104
Si 2.508 6.468 -5.869 -0.022 -0.034 -0.068
Si -5.407 -1.538 -1.084 0.114 0.053 0.191
Si -1.062 0.005 -0.96 0.008 0.106 0.073
Si -8.242 -4.652 -5.783 0.03 -0.027 -0.084
Si -2.955 2.336 -0.199 0.341 0.198 0.403
Si -7.914 8.154 -0.623 -0.12 -0.383 0.561
Si -7.867 -2.977 -0.469 -0.409 -0.21 0.545
Si 0.552 0.6 1.511 0.108 0.082 0.627
Si 2.251 2.293 1.465 -0.121 -0.119 0.608
Si -0.329 5.093 1.574 0.045 0.013 -0.037
Si 2.796 8.106 1.215 -0.056 0.145 0.72
Si -0.572 -5.858 1.416 -0.012 0.03 -0.034
Si 3.139 -2.311 1.532 -0.02 0.002 -0.043
Si 4.926 -0.702 1.428 -0.213 -0.014 0.628
Si -7.607 3.287 1.444 -0.002 0.046 -0.078
Si 5.87 5.824 1.303 0.053 -0.018 -0.063
Si -8.687 7.531 1.472 -0.017 -0.064 0.016
Si 5.765 -5.111 1.596 0.036 0.039 -0.097
Si -8.807 -3.406 1.573 -0.06 -0.107 0.064
Si -5.079 0.385 1.189 -0.276 -0.311 0.736
Si -2.024 3.398 1.583 0.051 0.041 0.056
Si -5.862 4.99 1.669 -0.237 -0.215 0.553
Si -2.201 8.669 1.448 0.124 0.129 0.51
Si -5.01 -4.895 1.502 0.124 0.079 0.571
Si -6.128 -6.092 -4.107 0.076 -0.098 -0.037
Si -1.227 1.513 2.784 0.043 -0.064 -0.047
Si 1.356 4.026 2.815 0.035 -0.033 -0.035
Si -1.345 6.862 2.767 -0.019 0.055 0.018
Si 1.337 9.514 2.532 0.031 0.068 -0.051
Si -1.463 -4.18 2.826 0.075 -0.005 0.026
Si 1.397 -1.266 2.711 -0.042 -0.058 -0.063
Si 4.075 1.256 2.564 -0.004 -0.011 -0.096
Si 6.882 4.159 2.664 0.014 0.03 -0.01
Si 4.152 6.802 2.637 -0.041 -0.021 -0.039
Si 6.798 -6.907 2.726 0.031 -0.033 -0.004
Si 4.127 -4.002 2.877 -0.017 0.065 0.035
Si -9.627 -1.528 2.759 -0.007 0.062 -0.053
Si -6.714 1.414 2.566 -0.011 -0.012 -0.041
Si -3.973 4.125 2.781 0.054 -0.036 -0.027
Si -6.928 6.713 2.843 0.021 -0.004 -0.05
Si -4.051 -6.745 2.65 0.036 -0.03 -0.045
Si -6.877 -4.135 2.76 0.015 0.048 0.017
Si -4.171 -1.263 2.713 -0.014 0.038 -0.019
Si -2.672 0.046 4.007 -0.016 0.009 0.033
Si 0.051 2.754 4.281 0.013 -0.028 -0.029
Si -2.759 5.571 4.154 0.037 -0.011 -0.048
Si 0.105 8.163 4.069 -0.047 0.007 -0.033
Si -2.774 -5.498 4.222 -0.007 0.006 -0.051
Si -0.012 -2.707 3.981 0.011 0.018 0.008
Si 2.756 0.027 4.135 -0.022 -0.031 -0.003
Si 5.47 2.688 3.886 -0.03 -0.013 -0.03
Si 2.793 5.431 4.012 -0.016 0.02 -0.006
Si 5.385 -8.158 4.111 0.034 0.019 -0.016
Si 2.656 -5.44 3.991 0 -0.046 0.017
Si 5.446 -2.744 4.313 0.002 0.004 -0.051
Si -8.159 -0.005 3.896 0.036 -0.036 -0.008
Si -5.339 2.67 4.071 -0.044 -0.002 0.012
Si -8.217 5.402 4.249 -0.03 -0.015 -0.032
Si -5.454 8.171 3.993 0.001 0.031 0.006
Si -8.109 -5.59 4.12 -0.023 -0.013 -0.039
Si -5.591 -2.611 4.078 0.043 -0.026 -0.037
Si -1.344 -1.348 5.375 -0.03 0.021 0.029
Si 1.412 1.355 5.537 0.034 -0.001 0.043
Si -1.384 4.156 5.488 0.01 -0.021 -0.026
Si 1.429 6.779 5.42 0.006 0 0.008
Si -1.327 9.471 5.47 0.031 0.004 -0.008
Si 1.334 -4.062 5.38 0.002 -0.021 0.003
Si 4.07 -1.332 5.54 -0.022 0.045 0.006
Si 6.808 1.352 5.303 0.028 -0.007 0.033
Si 4.132 4.033 5.347 0.001 0.015 0.022
Si -9.572 6.816 5.51 -0.002 -0.013 -0.033
Si 4.018 -6.78 5.415 -0.027 0.041 0.024
Si -9.466 12.145 5.487 -0.017 0.006 -0.02
Si -6.891 -1.292 5.449 -0.028 -0.001 0.017
Si -4.029 1.333 5.454 0.026 -0.004 -0.008
Si -6.751 4.027 5.448 0.003 -0.017 -0.013
Si -4.134 6.87 5.473 -0.047 0.019 0.016
Si -6.753 -6.861 5.485 0.028 -0.025 0.034
Si -4.165 -4.026 5.42 -0.006 -0.004 -0.037
Si 0.002 -0.023 6.806 -0.015 -0.02 0.007
Si 2.782 2.743 6.81 0.002 0.005 0.006
Si 0.027 5.471 6.809 0.012 0.006 -0.007
Si 2.722 -8.16 6.804 0.007 -0.004 0.007
Si 0 -5.423 6.783 0.014 0.034 -0.003
Si 2.686 -2.731 6.808 -0.034 -0.041 0.002
Si 5.478 0.045 6.788 0.009 0.016 -0.005
Si -8.155 2.671 6.752 -0.005 -0.008 -0.006
Si -10.906 5.404 6.799 0.005 -0.015 0.003
Si -8.159 8.14 6.835 0.008 0.011 0.036
Si -10.902 10.85 6.807 -0.009 -0.039 0.001
Si 8.149 -2.727 6.813 0.005 0.007 0.007
Si -5.443 0.003 6.787 0.005 0.014 0.005
Si -2.716 2.739 6.817 -0.008 -0.005 0
Si -5.449 5.443 6.81 0.008 -0.01 0.011
Si -2.718 8.162 6.832 -0.001 0.009 0.016
Si -5.45 -5.422 6.814 -0.025 0.011 -0.016
Si -2.736 -2.697 6.749 0.043 0.033 -0.014
Si -1.37 1.357 13.613 -0.003 -0.001 0.004
Si 1.354 4.096 13.594 0.006 0.011 -0.012
Si -1.351 6.822 13.598 0 0.001 -0.009
Si 1.343 -6.808 13.604 -0.006 0 -0.01
Si -1.373 -4.092 13.602 0.021 -0.017 -0.005
Si 1.35 -1.369 13.601 -0.008 0.006 0.01
Si 4.109 1.356 13.585 0.007 -0.01 -0.008
Si -9.529 4.054 13.583 -0.012 -0.007 -0.015
Si 4.057 -9.534 13.594 0.019 -0.011 -0.012
Si -9.517 9.538 13.585 -0.01 0.005 0.01
Si 4.077 -4.078 13.6 -0.011 0.001 0.005
Si 6.822 -1.347 13.597 0.005 -0.002 -0.007
Si -6.815 1.338 13.605 -0.007 -0.001 -0.013
Si -4.078 4.083 13.598 0.002 0.004 0.006
Si -6.792 6.812 13.585 0.004 0.011 0.009
Si -4.073 9.544 13.606 0.011 -0.01 -0.001
Si -6.777 -4.064 13.608 -0.006 0.002 -0.003
Si -4.095 -1.373 13.616 0.001 -0.004 -0.001
Si -2.726 -0.031 14.966 0.002 -0.011 0.004
Si -0.015 2.751 14.95 0.003 0.014 -0.001
Si -2.706 5.458 14.942 0.02 -0.001 -0.001
Si -0.018 8.18 14.997 0.039 -0.017 -0.013
Si -2.725 -5.427 15.002 -0.027 0.018 -0.017
Si -0.024 -2.738 14.954 -0.022 0.005 -0.003
Si 2.763 -0.021 14.922 0.009 0.005 -0.009
Si 5.456 2.701 14.978 0.008 -0.004 -0.002
Si 2.703 5.438 14.984 -0.022 0.015 -0.009
Si 5.408 -8.141 14.909 -0.032 -0.004 -0.003
Si 2.715 -5.46 14.945 0.015 -0.004 -0.002
Si 5.454 -2.7 14.936 0.001 0.016 -0.009
Si -8.154 -0.011 15.009 0.004 0.022 -0.01
Si -5.461 2.712 14.933 -0.008 -0.002 -0.012
Si -8.149 5.411 14.9 0 -0.012 -0.01
Si -5.45 8.198 14.948 -0.014 0.007 0.004
Si -8.125 -5.439 14.947 0.011 -0.002 0.005
Si -5.439 -2.716 15.02 0.002 -0.014 -0.007
Si -1.409 -1.43 16.343 0.009 -0.004 0.003
Si 1.386 1.355 16.213 0.004 -0.022 -0.034
Si -1.353 4.129 16.343 -0.002 0.007 -0.002
Si 1.346 6.817 16.357 0.008 -0.002 0.005
Si -1.378 -6.782 16.377 0.01 -0.016 0.052
Si 1.374 -4.08 16.28 0.026 0.009 -0.025
Si 4.13 -1.341 16.331 0.005 0.005 -0.013
Si -9.513 1.351 16.381 0.001 0.001 -0.003
Si 4.084 4.067 16.315 -0.009 -0.01 0.02
Si -9.487 6.835 16.175 0.017 0.015 -0.043
Si 4.029 -6.847 16.325 0.009 -0.014 -0.015
Si -9.512 -4.083 16.257 -0.015 0.002 -0.029
Si -6.804 -1.365 16.399 0.001 -0.012 0.027
Si -4.106 1.349 16.273 0.001 0.012 -0.012
Si -6.841 4.038 16.3 -0.007 0.006 -0.013
Si -4.103 6.806 16.261 -0.019 -0.014 -0.033
Si -6.745 9.583 16.362 0.005 -0.001 -0.014
Si -4.07 -4.07 16.399 0.017 0.022 -0.015
Si 0.066 -0.057 17.513 0.003 0.01 -0.032
Si 2.697 2.667 17.64 -0.003 0.009 0.018
Si -0.009 5.501 17.757 -0.011 0.008 -0.004
Si 2.665 8.158 17.781 0.001 -0.006 -0.015
Si 0.025 -5.378 17.686 -0.002 0.018 0.019
Si 2.791 -2.77 17.616 0.013 -0.015 0.018
Si 5.45 0.013 17.773 -0.001 0.028 0.001
Si -8.165 2.715 17.759 -0.015 -0.021 -0.002
Si 5.487 5.529 17.528 -0.029 -0.009 -0.009
Si -8.134 8.141 17.567 -0.007 -0.015 0.012
Si 5.461 -5.48 17.56 0.007 0.015 -0.013
Si -8.213 -2.767 17.698 0.014 0.01 0.011
Si -5.422 0.044 17.727 -0.005 0 -0.005
Si -2.755 2.719 17.594 -0.043 -0.018 0.006
Si -5.455 5.413 17.574 0.026 0.034 -0.009
Si -2.821 -8.158 17.671 0.008 0.033 0.007
Si -5.413 -5.371 17.825 0 -0.008 0.001
Si -2.768 -2.725 17.839 -0.005 -0.015 -0.007
Si -1.314 1.305 18.767 0.015 0.018 0.004
Si 1.405 4.078 19.014 0.019 0.025 -0.049
Si -1.493 6.837 19.071 0.057 -0.008 -0.011
Si 1.261 -6.769 19.132 -0.01 -0.037 0.033
Si -1.304 -4.072 19.147 -0.041 -0.024 -0.014
Si 1.44 -1.368 18.891 0.039 0.026 0.033
Si 4.052 1.38 19.119 0.048 0.025 0.013
Si -9.547 4.21 18.952 -0.021 -0.014 -0.004
Si 4.162 6.781 19 -0.043 0.005 -0.007
Si -9.487 9.498 18.883 -0.015 -0.057 0.045
Si 4.128 -4.188 18.952 -0.007 0.004 0.045
Si 6.778 -1.421 19.11 -0.024 0.021 -0.022
Si -6.803 1.34 19.157 -0.034 0.017 -0.008
Si -4.182 4.026 18.954 -0.018 -0.032 0.01
Si -6.78 6.785 18.909 -0.032 -0.023 0.024
Si -4.071 -6.801 19.173 0.022 0.029 -0.01
Si -6.83 -4.007 19.17 0.003 0.018 -0.033
Si -4.137 -1.3 19.201 -0.035 -0.048 0.031
Si -2.54 0.07 20.316 0.059 0.004 0.051
Si -0.025 2.63 20.17 -0.003 0.014 0.056
Si -2.842 5.349 20.331 0.014 -0.015 0.08
Si -0.632 8.662 20.324 -0.034 0.088 0.031
Si -2.279 -5.836 20.446 0.03 0.006 0.068
Si 0.144 -2.625 20.37 -0.017 0.055 0.025
Si 2.716 -0.099 20.417 -0.09 0.023 0.036
Si 5 3.297 20.182 -0.319 0.095 -0.538
Si 3.243 4.981 20.203 0.03 -0.061 0.055
Si 5.532 8.178 20.319 -0.04 -0.002 0.011
Si 2.757 -5.456 20.416 0.014 -0.004 0.057
Si 5.446 -2.889 20.406 0.075 -0.057 0.062
Si -7.858 -0.38 20.405 -0.022 -0.023 0.104
Si -5.43 2.709 20.513 0.013 -0.023 0.06
Si -8.135 5.505 20.331 0.006 -0.029 0.037
Si -5.509 -8.235 20.4 -0.016 0.01 0.072
Si -8.114 -5.604 20.345 0.065 -0.045 0.022
Si -6.103 -2.075 20.416 -0.05 0.118 -0.539
Si -0.703 -0.781 21.613 0.131 0.184 -0.535
Si 0.996 1.064 21.564 0.034 -0.072 -0.045
Si -1.806 3.536 21.397 -0.198 -0.229 -0.558
Si 0.512 3.309 25.636 -0.012 -0.008 -0.144
Si 0.167 7.807 22.315 -0.293 0.096 -0.551
Si 1.866 -3.64 21.611 -0.032 -0.008 -0.052
Si 3.63 -1.994 21.609 -0.021 0.098 -0.036
Si -9.236 -2.944 23.951 0.087 -0.084 0.027
Si -8.772 3.937 24.197 0.124 -0.031 -0.216
Si -8.99 7.316 21.563 0.023 0.047 -0.004
Si 4.363 -6.637 21.69 -0.135 -0.123 -0.702
Si 6.667 -4.538 21.665 -0.047 0.251 -0.687
Si -0.131 5.042 23.426 0.047 0.063 -0.087
Si -3.483 1.805 21.565 0.011 0.068 -0.027
Si -6.716 4.293 21.771 -0.075 -0.153 -0.622
Si -4.447 6.43 21.666 0.073 0.009 -0.764
Si -7.256 -7.343 21.721 -0.091 -0.098 -0.519
Si -5.495 -2.191 25.939 0.032 0.053 -0.032
Si -1.042 -2.686 23.972 0.018 0.074 -0.043
Si -3.888 3.065 -5.744 0.004 0.237 -0.126
Si 3.169 -0.213 25.229 0.052 0.075 0.032
Si 4.93 -4.796 -5.27 -0.055 -0.008 0.113
Si -2.223 1.895 25.737 0.059 0.053 0.028
Si -8.313 0.987 -7.168 0.161 0.033 0.128
Si -1.437 4.162 -4.444 0.247 0.378 -0.204
Si -0.747 -5.308 -3.531 -0.147 0.029 0.041
Si 2.074 7.876 26.463 0.016 -0.001 0.003
Si -7.329 7.319 -4.664 0.005 0.149 0.015
Si -0.492 -4.624 -0.612 -0.047 -0.424 0.642
Si -6.518 0.598 24.867 -0.05 -0.097 -0.077
Si -9.798 -0.081 -4.022 0.106 0.006 0.014
Si -2.522 -2.419 26.736 0.005 -0.026 -0.039
Si 1.16 2.481 -3.977 0.04 0.084 0.102
Si -6.89 -7.88 24.755 -0.123 0.125 -0.268
Si -3.245 -5.607 -5.071 0.074 0.085 0.102
Si -1.75 -7.898 -4.186 0.071 0.055 0.202
Si -3.309 -3.213 1.772 -0.037 -0.044 0.083
Si 2.269 1.782 23.448 -0.351 0.14 -0.639
Si -6.275 3.121 -7.276 0.034 -0.066 0.006
Si -10.811 4.952 -0.966 -0.037 0.283 0.705
Si -3.913 4.409 25.862 -0.08 -0.073 0.098
Si 4.772 -7.917 -5.083 0.196 -0.066 -0.034
Si -9.371 6.891 23.811 0.162 0.232 -0.618
Si -7.921 -1.616 -5.641 -0.066 -0.001 0.094
Si 1.618 -3.879 23.946 -0.007 0.055 -0.763
Si -2.713 -4.772 22.553 0.178 -0.367 -0.55
Si -0.459 5.947 -5.486 -0.05 -0.542 0.32
Si -3.763 0.578 23.525 0.129 0.237 -0.484
Si 4.226 -5.833 -0.05 0.446 0.09 0.358
Si -10.228 -1.432 -1.407 -0.053 -0.036 0.227
Si 4.204 -2.404 23.847 -0.251 0.137 -0.638
Si -1.817 -4.091 -7.413 -0.012 -0.15 0.045
Si -10.839 2.166 22.965 -0.131 0.053 0.033
Si -4.709 -2.44 23.058 -0.006 0.015 -0.026
Si 4.058 7.698 24.006 0.02 -0.053 -0.238
Si 2.473 5.884 22.197 0.283 -0.327 -0.529
Si -3.101 0.132 -5.282 0.062 -0.093 -0.031
Si 0.36 -6.552 24.789 -0.003 -0.024 -0.057
Si -8.14 3.4 -0.858 0.181 -0.09 0.721
Si -6.714 3.28 26.238 0.093 0.034 -0.034
Si 4.387 -3.964 -2.284 -0.014 -0.095 0.053
Si -3.96 7.25 24.531 -0.118 0.048 -0.097
Si -9.2 7.419 -7.062 -0.07 -0.015 0.045
Si 5.173 1.403 -6.208 -0.036 -0.105 -0.052
Si -8.07 -3.394 26.844 0.028 0.019 0.016
Si 3.009 -3.084 -7 -0.052 -0.047 -0.037
Si 3.167 3.584 -6.099 -0.015 -0.002 -0.044
Si 0.384 -3.102 -5.294 -0.124 -0.023 0.027
Si -2.664 -6.402 25.121 -0.005 -0.013 -0.126
Si -8.719 -0.074 22.648 0.308 0.134 -0.591
Si -6.359 4.432 -4.821 -0.004 -0.007 -0.096
Si -5.636 -0.549 -3.902 0.036 0.118 0.018
Si -1.352 1.361 8.158 0.018 0.014 0.002
Si 1.382 4.089 8.153 0 0.005 0.003
Si -1.352 6.802 8.176 -0.007 -0.013 0.007
Si 1.357 -6.788 8.15 -0.009 -0.015 -0.002
Si -1.374 -4.06 8.128 -0.019 -0.01 -0.003
Si 1.341 -1.378 8.181 0.003 0.007 0.017
Si 4.118 1.378 8.171 0.016 0.017 0.017
Si -9.507 4.053 8.13 -0.001 0.009 -0.006
Si 4.071 6.786 8.161 -0.007 -0.012 0.007
Si -9.531 9.508 8.175 0.009 0.011 0.014
Si 4.068 -4.086 8.156 0.017 0.015 0.014
Si 6.793 -1.353 8.154 -0.026 -0.032 0.001
Si -6.8 1.353 8.152 -0.007 -0.008 0.003
Si -4.083 4.088 8.172 0.008 0.009 0.015
Si -6.806 6.781 8.189 -0.024 -0.014 0.008
Si -4.072 -6.773 8.167 0.034 0.027 0.003
Si -6.802 -4.07 8.175 0.006 0.002 0.012
Si -4.079 -1.355 8.144 -0.019 -0.027 -0.002
Si -2.725 0.006 9.516 -0.012 0.003 -0.004
Si 0.018 2.72 9.513 0.005 0.002 -0.001
Si -2.71 5.437 9.529 0.022 -0.017 0
Si -0.005 -8.14 9.517 -0.02 0.018 0.003
Si -2.714 -5.418 9.515 -0.004 0.011 0.009
Si -0.025 -2.725 9.532 0.006 -0.002 -0.002
Si 2.729 0.001 9.509 0.011 -0.008 -0.007
Si -10.859 2.727 9.529 -0.003 -0.014 -0.001
Si 2.713 5.446 9.53 -0.014 0.015 0.004
Si -10.884 8.139 9.527 0.021 -0.022 0.003
Si 2.719 -5.447 9.523 0.001 -0.007 0.002
Si 5.425 -2.71 9.51 -0.008 0.011 0.008
Si -8.148 -0.014 9.511 0.023 -0.007 -0.005
Si -5.451 2.723 9.52 -0.013 0.021 0.008
Si -8.169 5.414 9.525 0.009 -0.012 0.009
Si -5.436 -8.149 9.518 -0.008 -0.011 -0.021
Si -8.171 -5.432 9.523 -0.029 0.027 -0.002
Si -5.426 -2.716 9.516 0.016 -0.02 0.01
Si -1.373 -1.353 10.892 -0.006 -0.007 0.008
Si 1.372 1.361 10.88 -0.004 0.006 -0.006
Si -1.352 4.072 10.883 -0.009 0.004 0.011
Si 1.35 -9.507 10.872 0.002 -0.015 -0.015
Si -1.365 -6.786 10.874 0.019 -0.004 -0.007
Si 1.347 -4.09 10.878 -0.005 -0.003 0.005
Si 4.073 -1.361 10.884 0 -0.004 0.007
Si -9.504 1.35 10.864 0.004 0.004 -0.009
Si -12.241 4.08 10.876 0.015 0.015 -0.001
Si -9.528 6.779 10.884 -0.011 0.004 -0.002
Si -12.241 9.514 10.886 -0.003 -0.001 0.001
Si 6.797 -4.06 10.874 0 0.001 0.006
Si -6.789 -1.364 10.874 -0.006 -0.007 0.004
Si -4.092 1.357 10.879 0.002 0.004 0.003
Si -6.8 4.075 10.894 -0.01 -0.01 0.01
Si -4.068 6.814 10.877 0.011 -0.005 -0.004
Si -6.803 -6.793 10.882 0.004 0.009 0.002
Si -4.074 -4.071 10.878 0.009 0.002 -0.003
Si 0.001 0.009 12.244 0.017 0.003 -0.005
Si 2.727 2.723 12.246 0.011 -0.004 0.004
Si -0.001 5.454 12.234 0.006 0.012 0.001
Si 2.705 -8.164 12.241 -0.012 -0.008 0.005
Si -0.009 -5.446 12.244 -0.009 -0.008 -0.004
Si 2.705 -2.729 12.237 -0.012 -0.008 0
Si 5.46 -0.002 12.225 0.005 0.013 -0.002
Si -8.16 2.698 12.237 0.001 -0.012 0.002
Si -10.893 5.427 12.245 -0.012 -0.008 0.003
Si -8.169 8.156 12.229 -0.017 -0.032 -0.001
Si -10.878 10.897 12.23 0.024 0.017 -0.012
Si 8.175 -2.715 12.241 0.007 0.008 0.002
Si -5.445 -0.01 12.246 0 -0.002 0.001
Si -2.726 2.711 12.239 0.004 -0.007 -0.001
Si -5.427 5.452 12.233 0.005 0.019 -0.008
Si -2.718 8.18 12.243 0.011 0.016 -0.005
Si -5.433 -5.427 12.237 0.007 0.008 0.006
Si -2.73 -2.72 12.252 -0.012 -0.009 0.006
O -1.358 -3.99 23.034 0.35 -0.158 0.04
O 2.458 2.733 -0.109 0.183 -0.318 -0.019
O -2.086 1.264 -1.067 -0.055 -0.044 -0.459
O 0.912 0.871 -4.052 0.432 -0.215 -0.138
O -5.283 -5.088 -0.114 0.394 0.117 -0.218
O 3.823 -7.399 0.193 0.313 -0.285 -0.26
O -9.73 3.728 -1.072 -0.182 -0.436 -0.107
O -7.252 3.371 -3.983 -0.201 0.108 0
O -5.471 -0.124 -0.312 -0.243 0.267 -0.291
O -4.02 1.559 0.771 0 0.509 -0.078
O -7.613 3.756 23.045 -0.022 -0.434 0.121
O -5.433 5.599 0.208 0.294 0.281 -0.24
O -3.671 3.354 -1.246 -0.551 -0.174 -0.086
O -6.793 7.216 -1.381 0.217 0.215 -0.47
O -9.232 -7.957 -1.566 -0.571 0.31 -0.189
O -0.586 6.557 23.068 -0.463 -0.186 0.001
O -9.053 -1.448 -4.49 -0.11 -0.4 0.614
O 3.622 6.305 23.27 0.422 -0.247 0.077
O 1.64 2.708 24.634 0.01 0.199 0.167
O 1.644 7.259 21.873 0.092 0.248 -0.57
O -10.435 6.082 -2.072 -0.169 0.116 -0.126
O 3.876 2.138 23.252 -0.019 0.32 -0.1
O -6.951 1.746 -6.67 0.175 -0.137 0.154
O -2.424 -8.056 -0.14 -0.295 0.092 -0.297
O -2.359 3.572 -5.671 0.287 -0.049 -0.43
O -5.575 5.383 22.279 0.053 0.107 0.576
O -3.76 7.186 22.93 0.6 0.17 0.198
O 4.654 -5.414 -1.571 0.196 -0.428 -0.442
O -5.214 -2.926 24.516 0.025 -0.406 0.096
O 4.438 -1.071 24.749 0.537 0.115 -0.028
O -8.051 3.955 25.642 -0.315 0.193 0.372
O -10.8 -3.293 24.079 -0.202 -0.718 0.187
O 1.093 6.251 -5.119 0.14 -0.134 0.503
O 1.877 -3.111 -5.87 0.217 0.199 0.371
O -3.863 1.532 -5.32 -0.138 -0.183 0.339
O 4.251 0.865 -7.423 -0.127 0.061 -0.311
O -0.378 -5.499 -1.967 -0.076 -0.465 0.142
O -6.115 0.977 -3.595 0.404 0.118 -0.335
O -8.71 1.123 -3.983 -0.065 0.317 -0.346
O 3.766 -7.363 23.027 -0.348 0.387 0.516
O -8.651 -1.774 -1.23 0.23 0.48 -0.208
O -3.615 5.817 25.16 0.276 -0.04 0.099
O -8.702 -4.093 22.942 0.347 -0.068 0.338
O -1.62 0.318 -4.685 0.085 0.241 0.011
O -1.765 -1.194 -0.147 -0.075 0.087 0.266
O -7.851 7.352 -6.186 0.369 0.131 -0.354
O -1.115 -1.318 23.116 -0.269 0.294 0.398
O -10.442 -0.37 -2.587 -0.496 0.204 -0.207
O -2.558 0.778 24.611 0.293 -0.159 0.211
O -4.086 -1.967 26.714 -0.098 0.43 0.088
O 4.239 -3.988 -6.481 0.321 -0.024 -0.425
O -5.874 -5.93 -2.522 0.564 -0.022 0.04
O 0.453 -2.899 24.517 0.005 0.226 0.789
O -1.099 -6.026 25.219 -0.056 0.355 -0.044
O -7.675 0.548 23.733 0.066 0.284 -0.112
O -8.635 7.15 -3.744 0.05 -0.479 0.163
O 1.395 -5.34 24.605 0.507 -0.241 0.461
O 0.244 0.411 -0.101 0.39 0.029 -0.375
O 0.101 -1.629 -4.693 0.07 0.021 -0.019
O -7.307 4.686 -1.418 -0.074 0.288 -0.103
O -6.466 -3.094 26.871 0.231 -0.207 0.284
O -2.154 7.875 -2.717 -0.567 0.081 0.109
O 2.174 -1.106 26.098 -0.526 -0.181 -0.027
O -5.425 3.949 25.528 -0.109 -0.05 -0.328
O -7.872 -3.129 -6.168 0.273 -0.011 -0.167
O 4.468 -4.127 -3.87 -0.255 0.429 -0.31
O 3.742 1.059 26.057 -0.046 0.648 -0.459
O -8.574 -2.875 25.404 -0.099 0.439 -0.242
O -10.817 -5.57 22.197 0.107 0.013 0.566
O 0.845 -7.545 25.948 -0.4 0.253 0.091
O -0.63 2.174 25.853 0.319 -0.292 -0.013
O -0.264 6.98 -1.13 0.183 0.022 -0.079
O 1.86 2.969 -5.361 -0.14 -0.093 -0.414
O -0.549 -6.804 -4.133 0.564 -0.175 -0.32
O -4.649 3.111 -7.187 0.383 -0.098 -0.39
O -6.812 4.35 -6.382 -0.413 0.496 -0.335
O -7.236 -6.726 -0.38 -0.086 0.094 0.454
O 2.29 0.246 23.978 -0.474 -0.616 -0.098
O -7.092 -7.007 26.102 0.372 0.297 0.269
O -9.065 -1.55 23.18 0.056 -0.089 -0.238
O -7.399 -5.187 -4.52 -0.213 0.326 0.198
O 2.186 6.759 -7.419 -0.091 0.145 0.032
O -2.987 -0.462 -6.781 -0.116 -0.129 -0.147
O -4.84 -5.452 -4.866 -0.149 0.391 -0.164
O -7.615 -4.335 -1.338 -0.259 -0.159 -0.377
O -8.087 7.353 24.693 0.006 -0.395 0.524
O -9.644 1.752 -6.676 -0.085 0.663 -0.194
O -9.798 -4.71 -5.407 0.025 -0.271 0.355
O -0.616 -3.564 -6.471 0.04 -0.075 -0.349
O 0.725 -3.549 -0.417 -0.176 0.519 0.11
O -10.662 3.119 21.674 0.173 0.158 0.062
O -7.724 2.111 -1.759 0.173 -0.512 0.127
O 5.315 0.311 -5.023 -0.632 -0.241 0.167
O 2.938 -3.402 -1.801 -0.356 0.154 -0.379
O -0.618 -0.499 -2.416 0.375 -0.133 0
O 5.311 -8.137 -3.57 -0.333 0.425 0.48
O -2.894 -7.994 25.084 0.16 -0.375 0.416
O 1.916 7.07 0.307 0.214 -0.158 -0.33
O -6.444 -7.665 -4.395 0.295 -0.19 0.181
O -6.922 -7.052 23.336 0.267 0.231 0.197
O -1.818 -3.74 -0.932 -0.496 -0.276 -0.392
O -0.326 3.131 -3.849 -0.231 -0.062 0.371
O -4.814 3.934 -4.734 -0.001 -0.043 0.292
O 1.481 4.961 -1.212 -0.344 0.26 -0.353
O -10.693 7.644 24.368 0.22 0.029 0.222
O -9.58 5.31 24.02 -0.463 -0.118 -0.067
O -2.089 -2.628 25.192 -0.422 -0.074 -0.102
O -3.935 -1.02 23.202 0.134 -0.055 0.021
O 4.511 -6.349 -5.333 -0.33 -0.103 0.03
O 3.239 7.882 25.364 0.096 0.139 0.218
O -2.605 -2.768 -7.893 -0.188 -0.056 -0.292
O -10.86 -0.675 -0.128 0.018 0.209 -0.25
O -6.267 -0.805 25.623 -0.321 0.036 0.559
O -10.153 0.727 22.625 -0.226 -0.284 -0.282
O 2.979 3.564 -7.711 -0.047 -0.214 -0.098
O -9.915 2.788 24.139 -0.111 -0.208 0.674
O -2.484 4.55 -3.267 0.193 0.172 0.079
O -3.241 -5.741 23.753 -0.446 -0.366 0.076
O -6.474 5.974 -4.389 0.402 0.1 0.461
O 0.27 -7.309 23.372 0.046 0.42 -0.158
O -1.171 3.965 22.847 -0.268 -0.063 0.594
O 1.372 4.845 22.81 0.036 -0.656 -0.188
O -10.486 7.795 -6.147 -0.135 0.216 0.102
O -5.965 -1.408 -2.577 -0.45 -0.221 -0.176
O -2.926 3.276 25.285 -0.086 0.324 -0.459
O -0.086 4.68 24.992 -0.344 0.439 0.676
O -4.878 5.449 -2.274 -0.102 0.179 -0.5
O 2.787 -5.074 0.201 -0.448 -0.489 0
O 3.026 -3.314 24.496 0.143 -0.293 0.59
O -6.355 -2.466 -0.17 0.289 0.015 0.316
O -6.467 -1.193 -5.113 0.136 -0.414 -0.282
O -3.014 -7.199 -4.903 -0.267 -0.512 -0.457
O 4.474 2.749 -5.661 0.342 0.041 0.288
O -1.33 7.241 -5.147 -0.23 -0.059 -0.125
O -8.324 -0.577 -6.806 0.084 -0.164 -0.161
O 3.493 -1.57 -7.259 0.146 0.23 0.382
O -2.293 -4.897 -3.928 -0.193 0.383 0.328
O -2.792 -5.05 -6.531 -0.416 0.055 -0.128
O -3.933 -2.168 -1.217 -0.096 -0.288 -0.477
O -6.866 1.695 25.982 -0.252 -0.168 0.432
O -5.469 7.689 24.897 0.005 -0.22 0.478
O 4.046 4.355 -1.382 -0.078 -0.153 -0.48
O 2.111 2.934 -2.727 0.148 -0.222 -0.114
O -5.961 -2.269 22.054 -0.195 -0.248 0.121
O -2.603 5.821 -1.039 -0.053 -0.146 0.519
O 3.341 7.681 -5.238 -0.429 0.165 0.394
O 3.388 5.124 -5.668 0.545 0.211 0.248
O -3.388 -5.83 26.446 -0.671 -0.011 -0.104
O -0.69 5.7 -7.057 -0.245 -0.013 -0.093
O -7.882 -5.623 -7.019 0.329 -0.168 -0.002
O 0.266 -4.205 -4.117 0.346 0.083 0.397
O -9.413 5.986 -7.793 0.279 -0.266 0.224
O 1.538 6.378 26.691 -0.233 0.078 -0.646
O -4.065 -0.716 -4.285 -0.024 -0.574 0.365
O -5.153 1.084 24.171 0.094 0.729 -0.095
O -3.795 -3.574 22.356 -0.286 0.06 -0.483
O -10.88 -2.876 -1.721 0.262 -0.198 0.115

Results
total energy: -107354.499 eV
total energy less fixed offsets of O -438.25, Si -107.07 eV per atom: -4.049 eV
